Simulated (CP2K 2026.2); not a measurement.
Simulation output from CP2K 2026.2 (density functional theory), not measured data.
Periodic cell of 432 atoms, Si324O108, from a study of silicon, its oxide and their interface. The atomic structure is a simulated model.
Doubt: the forces sum to 1.18 eV/angstrom along one axis rather than to zero, so they err by at least 0.0027 eV/angstrom per atom on average; the grid cutoff is modest.

Settings
functional: PBE
method: Gaussian and plane waves
basis set: DZVP-MOLOPT-SR-GTH
pseudopotentials: GTH-PBE
grid cutoff: 300 Ry, relative cutoff 40 Ry
k points: Gamma only
occupations: fixed
spin: none
net charge: 0

Cell vectors (angstrom)
a 16.32 0 0
b 0 16.32 0
c 5.6849 3.3101 29.5346

Atoms: element, x, y, z (angstrom)
Si 1.3403 -1.3617 0.3392
Si 4.3766 1.0417 0.0586
Si 1.1365 4.3243 0.1015
Si 3.8276 7.054 0.0402
Si 1.5677 -7.051 -0.0179
Si 3.4744 -3.6084 -0.0799
Si 6.65 -1.1039 0.0632
Si 9.3283 1.7651 0.1243
Si 6.9583 3.7625 0.2404
Si 9.5479 6.7947 0.4073
Si 7.3365 8.9956 -0.1794
Si -6.1638 -4.26 -0.1831
Si -3.8107 -1.6611 0.1059
Si -0.7925 0.9114 -0.1273
Si -4.6868 4.5271 0.0286
Si -1.1274 6.5332 0.0323
Si -4.2484 -6.7003 0.2167
Si -1.6326 -3.8635 0.2202
Si 2.8002 0.0144 1.4787
Si 5.4198 2.601 1.4902
Si 2.7159 5.4763 1.3894
Si 5.5347 8.1768 1.2304
Si 2.6258 -5.3645 1.2781
Si 5.3363 -2.7009 1.1922
Si 8.2381 0.0375 1.3422
Si -5.5335 2.9008 1.5223
Si 8.0749 5.3969 1.5187
Si -5.4015 8.1811 1.6219
Si 8.2717 -5.4012 0.9579
Si -5.3278 -2.7867 1.4582
Si -2.6151 0.0327 1.1937
Si 0.0527 2.6294 1.304
Si -2.8216 5.4292 1.2294
Si 0.0151 8.1272 1.346
Si -2.7433 -5.457 1.5068
Si -0.0762 -2.7329 1.5433
Si 1.419 1.4048 2.7672
Si 4.0663 4.0769 2.7252
Si 1.3566 6.8056 2.7601
Si 4.1392 9.6052 2.5666
Si 1.3082 -4.1393 2.7897
Si 4.1266 -1.4051 2.7667
Si 6.8523 1.3013 2.8113
Si 9.4498 4.133 2.9382
Si 6.7114 6.8153 2.7581
Si 9.4551 -6.6806 2.6844
Si 6.8077 -4.1186 2.4336
Si -6.7645 -1.3797 2.67
Si -4.0371 1.3999 2.5924
Si -1.4375 4.0005 2.5932
Si -3.9958 6.7711 2.8027
Si -1.3213 -6.8351 2.7412
Si -4.0696 -4.1139 2.889
Si -1.4132 -1.2867 2.781
Si 0.0196 0.0323 4.0948
Si 2.7323 2.7559 4.1316
Si -0.0526 5.3924 4.0125
Si 2.7691 8.2175 4.006
Si -0.0127 -5.4818 4.1453
Si 2.7139 -2.7482 4.0847
Si 5.4707 -0.0507 4.1362
Si 8.1286 2.7004 4.2008
Si 5.3983 5.4372 4.1097
Si 8.126 -8.1068 4.0408
Si 5.491 -5.4051 3.9636
Si 8.1287 -2.7578 3.9425
Si -5.3973 0.013 3.997
Si -2.7307 2.7038 4.0559
Si -5.4196 5.4823 4.168
Si -2.6689 8.1473 4.1308
Si -5.4974 -5.4454 4.1504
Si -2.7198 -2.6823 4.1563
Si 1.3872 -1.3726 16.2994
Si 4.0493 1.3451 16.2998
Si 1.3541 4.0856 16.2645
Si 4.1157 6.7947 16.2684
Si 1.3078 -6.8227 16.3201
Si 4.0611 -4.0952 16.3152
Si 6.7873 -1.3739 16.2676
Si -6.7983 1.3955 16.3053
Si 6.77 4.0509 16.2724
Si -6.7832 6.8264 16.3399
Si 6.8491 -6.7722 16.3109
Si -6.7769 -4.0873 16.372
Si -4.107 -1.3777 16.295
Si -1.3934 1.3459 16.3086
Si -4.0517 4.1303 16.352
Si -1.3707 6.7963 16.3787
Si -4.07 9.5378 16.358
Si -1.3289 -4.0861 16.3533
Si 2.722 -0.0291 17.6826
Si 5.3874 2.7178 17.6453
Si 2.7491 5.43 17.5986
Si 5.5097 8.1435 17.6086
Si 2.6698 -5.4707 17.6477
Si 5.4476 -2.7352 17.647
Si 8.1067 0.0305 17.5973
Si -5.4095 2.7533 17.664
Si 8.1216 5.4227 17.5961
Si -5.4167 8.1827 17.7378
Si 8.1763 -5.4334 17.7442
Si -5.4216 -2.7014 17.725
Si -2.7552 -0.0518 17.6537
Si -0.0374 2.7532 17.6106
Si -2.7188 5.4706 17.798
Si -0.0189 -8.1695 17.7462
Si -2.7063 -5.4188 17.7271
Si 0.0808 -2.7333 17.6851
Si 1.3246 1.384 18.9235
Si 4.0765 4.0914 19.0177
Si 1.4171 6.7621 18.9906
Si 4.0778 -6.8637 18.8906
Si 1.3828 -4.1227 19.1046
Si 4.0858 -1.4035 19.0392
Si 6.6717 1.3084 18.9812
Si -6.8414 4.1069 18.9556
Si 6.8208 6.7662 19.0027
Si -6.7802 9.5385 19.1207
Si 6.7911 -4.0649 19.0736
Si 9.4566 -1.3136 18.9618
Si -4.075 1.3432 19.0161
Si -1.3407 4.0651 19.1029
Si -4.0781 6.8429 19.1866
Si -1.3983 -6.8263 19.1276
Si -4.0025 -3.9869 19.1169
Si -1.3176 -1.3712 18.9787
Si -0.2208 0.2528 20.246
Si 2.4744 2.902 20.2466
Si 0.3421 5.1737 20.3251
Si 3.0273 7.8923 20.2739
Si -0.1914 -5.2949 20.4075
Si 3.0638 -3.0506 20.3597
Si 5.5657 -0.2307 20.4321
Si 8.2365 2.5352 20.1547
Si 5.2289 5.6672 20.3471
Si 8.4151 7.8478 20.3425
Si 5.1937 -5.3487 20.2334
Si 7.8681 -2.3594 20.3104
Si -5.7868 0.3064 20.2498
Si -2.4787 2.4263 20.3651
Si -5.7179 5.626 20.3443
Si -3.0227 -7.8194 20.5595
Si -5.2135 -5.5223 20.3752
Si -2.3012 -2.9267 20.4281
Si 0.5175 -0.4066 23.1065
Si 2.217 6.3718 -4.4518
Si -3.958 7.9356 -4.796
Si -7.4682 3.244 -4.2009
Si -4.4702 3.6403 22.475
Si 1.3039 -7.1047 22.5689
Si -0.4046 -5.729 -2.0451
Si 2.1385 -2.9258 -5.0351
Si 6.6695 1.061 -4.0511
Si 6.9573 7.9023 -2.8078
Si -5.8662 0.951 23.0112
Si -2.1475 -2.0278 23.3596
Si -5.4323 -2.103 -2.3423
Si 5.69 5.5225 -1.9041
Si -7.1226 8.1381 -4.9455
Si 1.4877 -0.008 -4.2746
Si 0.3024 6.3669 23.2017
Si 3.842 -4.6559 -3.0471
Si -5.356 2.639 -2.189
Si 2.4763 -7.0603 -4.4395
Si 7.9347 -1.5826 -2.754
Si 1.657 3.7189 -2.8742
Si 5.255 6.2481 -4.5795
Si 7.0571 -6.5534 22.2657
Si -3.5232 1.4994 -4.4909
Si 6.464 -3.787 -4.3691
Si 3.7086 1.5442 -2.9381
Si -2.5086 -8.0391 -2.0719
Si 0.1414 -5.1848 -4.9665
Si 6.4498 3.7467 22.4692
Si 4.1299 1.5768 22.5766
Si -7.1576 -4.2377 22.3115
Si -3.8073 -1.6602 -4.9553
Si -0.7108 1.7322 -3.1097
Si -2.8168 -7.4415 23.5421
Si 2.8358 -2.3694 23.414
Si 1.3634 -1.3636 5.4367
Si 4.096 1.3555 5.4494
Si 1.3245 4.0961 5.4386
Si 4.0536 6.832 5.429
Si 1.4029 9.5047 5.4435
Si 4.1178 -4.0935 5.3966
Si 6.8334 -1.4264 5.4289
Si 9.562 1.3305 5.4404
Si 6.7625 4.0934 5.4876
Si -6.8121 6.8716 5.4399
Si 6.7768 -6.7691 5.4071
Si -6.8531 -4.0485 5.4297
Si -4.1025 -1.3231 5.4562
Si -1.3564 1.3796 5.4421
Si -4.0727 4.0608 5.4557
Si -1.3324 6.7624 5.4547
Si -4.0887 -6.8167 5.45
Si -1.3545 -4.0738 5.4708
Si 2.721 -0.0017 6.7979
Si 5.4236 2.7191 6.8332
Si 2.6906 5.4679 6.7897
Si 5.4343 -8.1418 6.7836
Si 2.7557 -5.4416 6.7863
Si 5.4505 -2.7456 6.7963
Si 8.1884 -0.0378 6.783
Si -5.4285 2.7046 6.8148
Si -8.1602 5.4703 6.7916
Si -5.4437 -8.1455 6.8297
Si -8.1864 -5.4259 6.7923
Si -5.473 -2.6969 6.7919
Si -2.719 0.0181 6.8057
Si -0.0083 2.7309 6.8145
Si -2.7125 5.4241 6.8114
Si 0.034 8.138 6.7969
Si -2.734 -5.4368 6.8024
Si 0.0156 -2.7187 6.814
Si 1.3565 1.3588 8.1576
Si 4.0541 4.097 8.1563
Si 1.3625 6.8019 8.1902
Si 4.0872 -6.7994 8.1678
Si 1.3847 -4.0848 8.1511
Si 4.088 -1.3683 8.1446
Si 6.8167 1.3428 8.1405
Si -6.8002 4.0883 8.1445
Si 6.7961 6.8198 8.1531
Si -6.8117 -6.7745 8.1599
Si 6.7931 -4.0882 8.1788
Si -6.7989 -1.36 8.1885
Si -4.071 1.363 8.1842
Si -1.3609 4.0801 8.1843
Si -4.0792 6.7928 8.1603
Si -1.3499 -6.8067 8.1367
Si -4.0983 -4.066 8.1464
Si -1.3612 -1.357 8.1578
Si -0.0054 0.002 9.5201
Si 2.7091 2.7254 9.5169
Si -0.0044 5.4423 9.5363
Si 2.7272 -8.1546 9.5328
Si 0.0068 -5.4427 9.5032
Si 2.7314 -2.723 9.5164
Si 5.4475 -0.0074 9.5036
Si -8.1569 2.7195 9.5039
Si 5.4339 5.4511 9.5098
Si -8.1617 -8.1472 9.5189
Si 5.44 -5.4458 9.5365
Si -8.1605 -2.7265 9.5304
Si -5.4341 0.0023 9.5379
Si -2.7203 2.7238 9.5426
Si -5.4401 5.4386 9.5177
Si -2.7123 8.1608 9.5073
Si -5.4461 -5.4246 9.5192
Si -2.7264 -2.7173 9.5139
Si 1.3558 -1.3683 10.8674
Si 4.0804 1.3564 10.8578
Si 1.352 4.0772 10.8858
Si 4.0836 -9.5186 10.8898
Si 1.3585 -6.794 10.8806
Si 4.0831 -4.0801 10.8879
Si 6.7983 -1.3626 10.8757
Si -6.8017 1.3685 10.8828
Si -9.5175 4.0855 10.8625
Si -6.7926 -9.509 10.872
Si -9.5178 -6.8013 10.893
Si -6.7964 -4.0756 10.8939
Si -4.0735 -1.3597 10.8923
Si -1.3629 1.3568 10.8916
Si -4.0842 4.0885 10.8901
Si -1.3652 6.8067 10.8859
Si -4.0769 9.524 10.8621
Si -1.3616 -4.0863 10.8675
Si 2.7144 -0.0048 12.2172
Si 5.442 2.7162 12.2141
Si 2.7094 5.4406 12.2384
Si 5.4425 -8.16 12.2532
Si 2.72 -5.4397 12.2431
Si 5.4507 -2.7227 12.2411
Si 8.1592 -0.0064 12.2325
Si -5.4454 2.7297 12.2453
Si -8.1515 5.4491 12.2262
Si -5.4256 -8.1521 12.2347
Si -8.1542 -5.4408 12.2465
Si -5.4289 -2.7211 12.2529
Si -2.7209 0.002 12.2586
Si -0.0093 2.7225 12.2454
Si -2.7252 5.4508 12.249
Si -0.0041 8.1684 12.2401
Si -2.7235 -5.4453 12.2343
Si -0.0046 -2.7263 12.233
Si 1.3455 1.3423 13.5825
Si 4.0713 4.0632 13.5723
Si 1.3519 6.8088 13.5986
Si 4.0772 -6.7988 13.6088
Si 1.3527 -4.0871 13.5981
Si 4.0762 -1.3603 13.5757
Si 6.7973 1.3572 13.5808
Si -6.7918 4.1038 13.6029
Si 6.8212 -9.5143 13.5986
Si -6.7771 -6.7891 13.597
Si 6.8091 -4.0836 13.6071
Si 9.5186 -1.3642 13.5985
Si -4.089 1.3735 13.6083
Si -1.3668 4.0876 13.6049
Si -4.0733 6.8173 13.6153
Si -1.3735 9.5141 13.6044
Si -4.0701 -4.088 13.613
Si -1.3611 -1.3722 13.6079
Si -0.0039 -0.0098 14.9657
Si 2.7024 2.7008 14.9285
Si -0.0196 5.4637 14.9624
Si 2.7097 8.1612 14.9657
Si -0.0161 -5.4468 14.9549
Si 2.7305 -2.7282 14.9371
Si 5.4259 0.0007 14.935
Si 8.1607 2.7246 14.9286
Si 5.441 5.4235 14.9108
Si 8.1933 -8.1442 14.9558
Si 5.4448 -5.4402 14.9665
Si 8.1827 -2.7389 14.9701
Si -5.4556 0.0066 14.9561
Si -2.7311 2.7391 14.97
Si -5.4292 5.4633 14.9787
Si -2.7176 8.1655 14.9996
Si -5.4304 -5.4387 14.985
Si -2.707 -2.7385 14.9803
O 6.736 -1.3029 20.863
O 1.7801 3.7425 -1.2662
O 1.7973 5.2234 -3.4218
O 2.3608 -2.4262 -0.4552
O 0.3196 -0.2887 -0.4408
O 8.0726 -5.3537 21.9222
O 2.8523 0.2686 -3.4536
O 6.0866 4.2382 -1.0509
O 2.4317 -7.7107 21.5973
O -4.6851 -1.2084 -1.2039
O 4.1219 -4.236 20.7449
O 3.153 -6.0874 -3.3478
O -6.961 1.4148 20.5083
O -2.7021 -2.7781 -0.3925
O 2.9591 -3.5362 -3.7911
O 0.4212 7.9885 23.159
O 6.7523 -7.2064 -1.7288
O 5.5451 0.0006 -0.4457
O -5.741 5.7468 -0.3821
O -6.1081 1.5445 -1.2401
O -4.1303 -6.6491 20.8289
O -0.0915 5.8724 21.7201
O 7.4779 -1.7133 -1.2027
O 0.87 -6.4867 -1.3881
O -1.5445 -6.7994 -2.4389
O -4.4198 3.6662 -1.3394
O -0.0186 5.3956 -0.3476
O -5.7458 -4.7668 21.7322
O 5.3809 -4.6334 -3.5245
O -6.0053 -3.4715 -1.6279
O -1.2232 1.5589 -1.5702
O -7.615 -2.8622 21.6115
O 7.6986 2.2466 -3.6956
O -4.4313 1.8221 -3.2034
O -5.2563 -5.5943 -0.4354
O 2.7258 -8.1407 -0.4428
O -2.5603 8.1474 22.1024
O 2.9069 2.8592 -3.4385
O 5.7426 7.668 -3.8889
O -6.8152 6.735 20.863
O 2.7004 -2.4398 21.8101
O 6.6632 -0.62 23.9774
O -2.654 -2.1443 21.8189
O 3.7202 6.2319 -5.0705
O 3.7294 1.5927 -1.3216
O 7.1567 4.1396 23.8647
O 0.7259 1.1381 23.5512
O 1.0936 -6.4998 -5.0996
O 2.3547 -3.7455 24.0841
O 7.5791 3.0834 21.5335
O 5.2548 2.7092 22.8058
O -3.1829 3.0205 21.7086
O 4.406 6.3016 -1.2914
O 3.35 1.1954 23.9655
O 4.3712 -2.0484 23.8643
O -1.248 -4.1188 20.8591
O 0.1801 0.4266 -3.4402
O -7.9665 8.1145 -3.5683
O 5.6684 -2.6936 -5.2382
O -4.3995 -7.1082 23.724
O 7.5079 -2.9739 -3.451
O -0.0206 -4.9275 -3.3796
O -5.0916 4.8694 21.6362
O 5.6629 -6.1776 21.5602
O -1.9775 1.817 -4.114
O 1.4007 -1.5826 -4.562
O 5.8497 5.0495 21.7248
O -0.931 -4.6187 -1.0217
O 4.1311 6.798 20.7966
O -5.3565 -0.018 21.8002
O 0.5546 -0.4646 21.4891
O 2.0283 -6.3391 23.7838
O 2.1455 7.8304 -3.7513
O 8.0966 2.745 -0.3336
O -7.4356 0.701 23.3189
O 5.2019 1.4584 -3.5161
O 1.4055 4.0179 20.7658
O 7.6557 -7.928 21.6764
O -1.6805 -3.4807 23.8387
O 3.0061 2.1713 21.5885
O -1.3558 1.308 20.8191
O -3.7376 -0.055 -4.8593
O 5.3486 5.106 -3.4219
O 7.173 -0.3203 -3.3935
O 1.7392 -1.2323 23.7938
O -8.089 4.6206 -4.7549
O -5.6086 2.5136 22.6717
O 1.6795 5.7204 23.7831
O -0.9183 -0.9914 23.5555
O -7.7112 7.9411 -0.3457
O -1.9403 -6.0832 23.6363
O -3.2413 7.7078 -3.3739
O -3.3803 -1.5238 24.2477
O -3.988 4.2082 23.8869
O 4.8446 0.3323 21.7983
O -7.0856 -3.9642 23.8922
O -1.6391 7.1008 -1.4044
O -6.7775 -1.3735 -2.8919
O 6.9677 6.5217 -1.9352
O -4.3086 -2.2844 -3.5189
O -0.9196 5.8927 24.1393
O 3.8684 -4.3477 -1.4682
O -3.6079 -7.5392 -1.0101
O -6.4589 3.5318 -2.9714
O 0.2272 3.0526 -3.2743
O 6.8603 -6.7004 23.848
O -5.5561 8.0317 -4.5946
O 0.4083 -6.0246 21.745

Results
total energy: -82021.919 eV
total energy less fixed offsets of O -438.25, Si -107.07 eV per atom: -0.239 eV

Forces (eV/angstrom), in the order of the atoms: element, x, y, z
Si 0.0052 0.0099 0.4397
Si -0.1266 0.1195 0.7191
Si 0.124 -0.1273 0.7454
Si 0.1943 -0.0868 0.7067
Si -0.183 0.174 0.7581
Si 0.1614 -0.028 0.7285
Si 0.0329 -0.1432 0.6798
Si 0.122 -0.2831 0.7238
Si -0.0399 0.2361 0.6949
Si -0.0179 -0.022 0.4343
Si -0.1975 0.3741 0.6587
Si -0.519 0.2095 0.7012
Si -0.0297 0.248 0.6836
Si -0.1867 0.1285 0.6638
Si 0.2381 -0.0164 0.7077
Si -0.2115 0.2032 0.7788
Si 0.134 -0.0428 0.7151
Si 0.074 -0.0816 0.7137
Si 0.004 0.0104 -0.0294
Si -0.0082 -0.0121 -0.0405
Si 0.006 0.0226 -0.0732
Si 0.0016 0.0311 -0.0193
Si 0.0309 -0.0326 -0.0434
Si -0.0013 -0.0337 -0.0666
Si -0.0363 -0.0015 -0.0461
Si 0.0319 0.0178 -0.0497
Si -0.0003 -0.018 -0.0208
Si 0.0024 -0.0001 -0.0137
Si 0.0212 -0.0059 -0.0742
Si -0.0016 -0.0252 -0.0569
Si 0.0007 0.0403 -0.0785
Si -0.0198 0.0168 -0.0503
Si 0.0289 -0.0309 -0.0151
Si 0.0098 -0.0228 -0.0548
Si -0.0005 0.015 -0.0538
Si -0.0217 -0.0133 -0.0253
Si -0.01 0.0013 0.0159
Si -0.0023 0.0088 0.0132
Si -0.0067 -0.0093 0.0507
Si -0.0278 -0.0256 0.0156
Si 0.0117 -0.0043 0.0159
Si 0.0169 -0.0048 0.0346
Si 0.0225 -0.0006 0.0368
Si -0.0457 -0.0031 0.0305
Si -0.0276 0.0124 0.0183
Si -0.0318 0.044 0.0237
Si 0.0209 -0.0034 -0.0019
Si -0.0034 0.0247 0.0115
Si 0.0076 -0.0349 0.0019
Si 0.0221 0.0319 0.005
Si 0.0104 -0.0259 0.0062
Si 0.0149 -0.0063 0.0083
Si 0.019 -0.004 0.0293
Si -0.0273 0.0102 0.0354
Si -0.0049 0.0057 -0.0108
Si 0.0031 -0.022 0.015
Si -0.0148 -0.008 -0.0274
Si 0.0087 0.0101 -0.0344
Si -0.0145 0.0109 0.0204
Si 0.0188 0.0031 -0.0035
Si 0.0072 -0.0047 -0.006
Si -0.0149 0.0087 0.0128
Si 0.0202 -0.0153 0.0317
Si 0.0035 0.0002 -0.0131
Si -0.001 0.0037 0.0024
Si -0.0343 -0.0347 -0.0191
Si 0.0168 0.0184 -0.0111
Si 0.0015 0.0064 -0.008
Si -0.017 -0.002 0.0015
Si 0.0065 -0.0083 0.0116
Si 0.0084 -0.01 0.0023
Si 0.0129 -0.0185 0.0096
Si -0.0054 -0.0148 -0.015
Si -0.0037 -0.0073 0.0137
Si -0.0016 -0.0068 0.0067
Si -0.0086 -0.0098 0.0136
Si -0.0026 0.0016 -0.0095
Si 0.0107 0.004 0.0078
Si 0.0142 -0.0172 0
Si -0.0137 0.0065 0.0056
Si 0.0091 -0.0028 -0.002
Si 0.0024 0.0183 0.019
Si -0.0034 0.0118 -0.0076
Si 0.0065 0.0051 -0.0075
Si 0.0045 0.0118 -0.0136
Si 0.0046 -0.0009 0.0073
Si 0.002 0.0046 -0.0091
Si 0.0042 -0.005 -0.0011
Si -0.0026 0.0143 0.0071
Si -0.0125 -0.0021 0.0047
Si 0.0119 -0.0016 -0.0041
Si 0.0112 0.0099 -0.0111
Si 0.0028 -0.0147 -0.0366
Si 0.0138 -0.0066 -0.037
Si -0.0125 0.0139 -0.0154
Si 0.0008 0.0195 -0.0242
Si -0.0204 0.0043 -0.0433
Si -0.0117 -0.0032 -0.0208
Si -0.0021 -0.0094 -0.0308
Si 0.0118 -0.0058 -0.0333
Si -0.0037 -0.0095 -0.0084
Si -0.0099 -0.0265 -0.0011
Si 0.0061 0.0177 -0.0229
Si 0.0058 0.0295 -0.0401
Si -0.0261 -0.014 -0.0013
Si 0.0128 0.0263 0.0002
Si -0.0043 -0.0122 -0.0361
Si 0.0063 -0.0042 -0.0228
Si -0.0041 0.0006 0.0501
Si 0.0035 0.027 0.0526
Si 0.0163 -0.0076 0.0714
Si 0.0042 -0.0111 0.0424
Si 0.014 -0.0008 0.0356
Si 0.0016 -0.0107 0.0706
Si 0.0032 -0.0162 0.0443
Si -0.0011 0.0121 0.0344
Si 0.0031 0.0036 0.0427
Si -0.0171 0.0052 0.0414
Si 0.0003 -0.0164 0.0362
Si -0.0068 0.005 0.0587
Si 0.0005 -0.0007 0.0333
Si -0.0001 -0.0223 0.0533
Si -0.0104 0.0118 0.059
Si -0.033 0.0036 0.0493
Si 0.0275 0.0018 0.0572
Si -0.0006 -0.001 0.062
Si 0.0743 -0.0674 -0.7001
Si 0.2415 -0.0811 -0.7526
Si -0.21 0.1272 -0.7574
Si -0.154 0.0997 -0.7943
Si 0.1751 -0.1628 -0.7124
Si -0.2377 0.1362 -0.7514
Si -0.1503 0.2272 -0.7278
Si -0.2183 0.2331 -0.7115
Si 0.1453 -0.1979 -0.7417
Si -0.0899 0.2046 -0.7418
Si 0.2761 -0.066 -0.6982
Si 0.0223 -0.204 -0.7441
Si 0.3052 -0.3007 -0.6935
Si -0.127 0.1389 -0.7175
Si 0.1063 -0.1044 -0.7516
Si 0.2487 -0.3268 -0.7122
Si -0.2626 0.1098 -0.7111
Si -0.2336 0.0842 -0.6823
Si -0.0084 -0.0988 -0.116
Si 0.0863 -0.085 0.0139
Si -0.0258 0.1164 -0.0416
Si 0.0104 -0.0094 -0.0627
Si 0.0065 -0.0936 -0.1345
Si -0.089 -0.0632 -0.2071
Si -0.0029 -0.1559 0.1663
Si 0.1227 -0.068 -0.0348
Si -0.0464 -0.0556 -0.0156
Si -0.1762 0.0588 0.0026
Si 0.0546 -0.0848 -0.067
Si 0.0744 0.0277 -0.1481
Si -0.0162 -0.1247 0.1061
Si -0.007 0.059 0.1107
Si -0.1296 -0.0675 -0.0173
Si 0.083 0.1076 -0.0462
Si 0.1081 0.012 -0.044
Si -0.0335 0.0381 -0.021
Si -0.0257 0.0059 0.1374
Si -0.0123 0.1169 -0.0604
Si 0.0068 0.0681 0.0629
Si -0.0627 -0.0681 0.055
Si 0.1078 0.0813 0.1343
Si -0.0171 -0.0378 -0.113
Si 0.0009 0.097 -0.0018
Si -0.0467 0.0724 -0.0045
Si 0.0349 -0.0007 0.1002
Si 0.0674 0.0946 0.1392
Si -0.1359 -0.077 -0.027
Si -0.09 0.0009 -0.1729
Si 0.0432 -0.0519 -0.0812
Si 0.0392 0.014 -0.0841
Si 0.1038 -0.0372 0.1038
Si -0.0202 0.0401 0.1364
Si 0.0234 -0.0975 -0.1497
Si 0.1073 0.0029 -0.0605
Si -0.0018 -0.0107 0.0029
Si 0.0095 0.0132 0.007
Si -0.0144 0.0178 0.0092
Si -0.0081 0.003 0.0036
Si 0.0124 -0.0161 0.0049
Si 0.0118 -0.0127 0.0063
Si 0.0107 -0.0053 0.0164
Si -0.0029 -0.0168 -0.0057
Si -0.0014 -0.0032 0.0273
Si 0.0003 -0.0023 0.0123
Si -0.0098 -0.0001 0.0073
Si -0.0191 0.0148 -0.0019
Si 0.0075 0.0092 0.0011
Si 0.0007 -0.0066 0.0128
Si 0.008 -0.0082 0.0079
Si 0.0208 -0.0155 0.0059
Si -0.0108 0.0098 0.0102
Si -0.0106 -0.0064 0.0157
Si 0.0021 -0.0032 -0.0082
Si 0.0052 0.0027 0.0035
Si -0.0142 0.0116 -0.0017
Si 0.0068 -0.0044 -0.0032
Si 0.0048 0.0012 -0.005
Si 0.0023 0.0052 -0.0072
Si 0.0102 -0.0152 0.0053
Si -0.0005 0.0024 -0.0043
Si -0.0135 -0.0007 -0.0024
Si -0.0068 -0.0049 0.0029
Si 0.0016 -0.0009 -0.0014
Si -0.0119 0.0137 0.0071
Si 0.0051 -0.0073 0.0019
Si 0.0008 -0.0026 -0.005
Si -0.0067 0.0105 0.0047
Si 0.0105 -0.0129 0.0017
Si -0.003 0.015 0.0006
Si 0.0092 0.002 0.0027
Si -0.0034 0.0015 -0.0062
Si -0.0001 -0.0184 -0.0083
Si 0.0027 -0.0057 0.0049
Si -0.0091 -0.0067 -0.0003
Si 0.0141 0.0102 -0.0024
Si 0.002 0.0005 -0.0053
Si -0.0066 0.0102 -0.0097
Si 0.0043 0.005 -0.0048
Si 0.0075 0.0099 -0.0052
Si 0.0066 0.0144 0.0022
Si -0.0019 -0.0083 0.0009
Si -0.0044 -0.002 -0.0032
Si -0.0026 -0.0002 -0.0004
Si 0.0058 0.0034 -0.0016
Si -0.0073 -0.0129 -0.0024
Si -0.0038 -0.0038 -0.0148
Si -0.0076 -0.0112 -0.0005
Si -0.0046 0.0007 -0.004
Si 0.0003 -0.0042 0.0021
Si -0.0103 0.0175 0.0036
Si -0.0013 -0.0006 0.0049
Si -0.0011 -0.004 0.0034
Si 0.0149 -0.0027 -0.0064
Si 0.002 -0.0055 0.0034
Si 0.0001 -0.0102 -0.0053
Si 0.0052 -0.0104 -0.0057
Si -0.0054 0.0065 -0.0061
Si -0.0009 -0.0038 -0.0025
Si 0.0049 -0.0013 0
Si 0.0025 0.0062 0.0041
Si -0.0012 -0.0012 0.0028
Si -0.0002 -0.001 0.0006
Si 0.0095 -0.0033 0.0048
Si -0.0011 -0.0065 -0.0038
Si -0.0199 0.0062 0.0019
Si -0.0015 0.0075 -0.004
Si 0.0026 0.0022 -0.0028
Si 0.0095 0.0021 -0.006
Si -0.0094 -0.0065 0.0059
Si -0.0024 0.0075 0.0068
Si 0.0019 -0.0085 0.0007
Si -0.0009 -0.0019 0.005
Si 0.0038 -0.0088 -0.0026
Si 0.0096 0.006 0.0017
Si -0.0039 -0.008 -0.0011
Si -0.0042 -0.0015 -0.0042
Si -0.0019 0.0054 0.0037
Si -0.0006 0.0014 0.0041
Si -0.0073 0.0007 0.0054
Si 0.0007 0.0084 0.0017
Si -0.0055 -0.0019 0.0036
Si 0.0084 -0.0078 0.004
Si 0.0045 0.0081 -0.0075
Si -0.008 -0.002 -0.003
Si -0.0044 0.001 0.0033
Si -0.0075 -0.0013 0.0072
Si -0.0002 -0.0129 -0.0007
Si 0.0048 -0.0115 0.0039
Si -0.0013 0.0119 -0.0003
Si 0.0063 0.011 0.0023
Si -0.0151 -0.0013 -0.0045
Si 0.0005 -0.002 0.0043
Si 0.0152 0.013 -0.002
Si -0.0006 0.0012 -0.0037
Si 0.0033 -0.0032 0.0031
Si -0.0031 -0.0027 0.0074
Si 0.0077 0.0021 0.0081
Si 0.0041 -0.0037 0.0054
Si -0.006 0.0033 0.0072
Si 0.0006 0.0094 0.0022
Si -0.0047 -0.0091 0.0028
Si 0.002 -0.003 0.0069
Si 0.0007 0.0009 -0.0021
Si 0.0007 -0.0024 -0.0031
Si -0.0111 -0.0043 -0.0012
Si -0.0069 0.0072 0.002
Si 0.0008 -0.0074 -0.0052
Si -0.0016 -0.0109 -0.0036
Si 0.0126 -0.0002 -0.0026
Si -0.0098 -0.0008 -0.0053
Si -0.0024 -0.0057 -0.0002
Si -0.0054 0.0055 -0.003
Si 0.0033 -0.0048 0.0056
Si 0.0073 0.0052 0.0017
Si -0.0126 0.0035 0.0012
Si 0.0043 -0.0002 0.0017
Si 0.0005 0.0031 0.0021
Si 0.0024 -0.001 -0.0047
Si 0.0017 -0.0017 -0.0028
Si -0.0029 0.0024 0.0058
Si 0.0088 0.0065 -0.0096
Si 0.0028 0.0094 -0.009
Si 0.0041 0.0043 -0.0118
Si 0.0049 0.0016 -0.0068
Si -0.0032 0.011 -0.0107
Si -0.0033 0.0056 -0.0132
Si 0.0019 0.0075 -0.0072
Si 0.0056 0.0032 -0.0176
Si 0.0003 -0.0047 -0.0176
Si 0.0122 -0.0058 -0.0057
Si 0.0022 0.0002 -0.0114
Si 0.0026 -0.0062 -0.0063
Si -0.0094 0.0038 -0.0115
Si -0.0087 0.0022 -0.0057
Si -0.0088 0.002 -0.0082
Si 0.0029 0.0051 0.0002
Si 0.0021 -0.0099 -0.0095
Si 0.0005 -0.0171 -0.0115
O 0.0307 0.2657 0.3192
O 0.2723 -0.1671 -0.0852
O -0.2676 0.4337 0.3421
O -0.0367 0.323 -0.5093
O 0.0733 -0.1485 -0.4309
O -0.0347 0.0426 -0.3279
O 0.272 -0.5288 0.1346
O -0.3995 -0.2841 -0.088
O 0.2083 -0.2484 0.2752
O 0.144 0.2653 -0.1152
O -0.1294 0.0722 0.4328
O 0.2044 -0.2426 0.5931
O 0.1262 -0.1544 0.0579
O 0.0605 0.213 -0.1256
O 0.1273 0.431 0.27
O -0.3552 0.1481 0.2602
O -0.4282 0.5792 -0.4547
O -0.0702 0.1384 -0.5155
O -0.0707 0.167 -0.2906
O 0.0638 -0.4739 -0.2351
O -0.1542 0.1365 0.5874
O -0.2972 0.2319 -0.1535
O 0.1742 -0.1445 0.0272
O 0.2576 -0.1691 -0.3494
O -0.1503 0.0733 -0.1818
O 0.3855 -0.1117 -0.3156
O 0.0752 -0.009 -0.5005
O 0.3156 0.1938 0.3937
O 0.4002 -0.618 0.3166
O -0.2448 -0.0532 -0.4893
O -0.1383 0.0052 -0.1084
O 0.0472 0.5483 0.1655
O 0.1042 -0.0667 0.4394
O 0.041 -0.3775 -0.193
O -0.0382 0.0347 -0.6756
O 0.0111 0.2599 -0.634
O 0.2925 -0.2782 0.1933
O 0.0733 0.3332 -0.2978
O -0.2371 0.3978 -0.155
O 0.0203 -0.0197 0.4083
O -0.2011 0.2165 0.0357
O -0.0883 0.1548 -0.413
O -0.3941 0.2513 0.1188
O 0.2503 -0.099 -0.5645
O -0.1966 0.1048 0.1519
O 0.1588 0.45 0.2113
O -0.4308 0.3441 -0.3299
O -0.088 -0.2621 -0.1732
O 0.3664 0.0665 0.1852
O 0.1929 -0.1583 0.1639
O 0.0444 0.1818 0.2688
O 0.2485 0.0582 0.2367
O -0.5228 -0.205 -0.3386
O 0.2577 -0.2375 0.4429
O 0.1336 0.0968 -0.0598
O 0.1099 0.2992 0.3397
O -0.3553 -0.3965 0.4877
O 0.4463 0.1369 0.0556
O 0.2172 0.5127 0.0766
O -0.3939 -0.3175 -0.4728
O 0.2438 -0.3649 0.2322
O 0.0784 0.6188 -0.1346
O 0.1101 0.1193 0.148
O -0.2365 -0.3106 0.3915
O 0.1524 0.0872 -0.4057
O -0.4611 -0.1961 0.3259
O 0.01 0.2368 0.3111
O 0.2736 -0.1713 -0.0781
O -0.003 -0.0613 0.3343
O 0.5715 -0.3756 0.1332
O 0.3189 -0.4773 -0.0061
O 0.5557 -0.0623 0.2933
O -0.0295 0.0106 0.3506
O -0.0881 0.1468 -0.6042
O -0.3097 0.0703 -0.1993
O 0.1354 -0.0152 0.055
O -0.1057 0.1173 0.3926
O -0.2818 -0.173 0.4641
O 0.2223 -0.193 -0.3921
O -0.4479 -0.329 0.2618
O 0.0345 0.0616 0.3836
O -0.1454 -0.0157 -0.2472
O -0.2946 -0.6207 -0.1303
O -0.2718 0.0463 -0.1401
O 0.1862 0.1555 0.6729
O 0.0122 0.2452 0.225
O -0.3984 0.2492 0.1659
O 0.4166 0.236 -0.0671
O 0.0134 0.2427 0.0055
O 0.375 -0.0193 -0.5372
O 0.1152 0.1747 -0.388
O -0.0964 -0.4528 0.0092
O -0.3643 -0.4676 0.2782
O -0.0065 0.3605 0.0958
O -0.2459 0.0179 0.1936
O 0.3959 0.3462 0.3079
O 0.3033 -0.2385 -0.1766
O 0.0384 0.3012 -0.241
O 0.5549 -0.427 0.1935
O 0.4271 -0.5158 0.2547
O -0.1648 -0.5546 -0.1177
O 0.5237 -0.0741 -0.1949
O -0.4129 -0.3406 -0.2049
O -0.1442 0.7034 0.3071
O -0.2356 0.3341 -0.2659
O -0.5746 0.0286 0.1198
O -0.0309 -0.1477 0.2105
O -0.173 0.1463 0.3645
